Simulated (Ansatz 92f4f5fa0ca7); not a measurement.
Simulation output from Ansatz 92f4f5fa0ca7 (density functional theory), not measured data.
Periodic cell of 226 atoms, Si133O92P1, from a study of silicon, its oxide and their interface. The atomic structure is a simulated model.
Doubt: the cutoff is far below the 930 eV that the study's wrapper takes by default for these files, so forces and energies are approximate.
This geometry differs little from another in the collection (a relaxation step or a small displacement).

Settings
functional: PBE
potential files: Ansatz PAW
basis: plane waves
wave-function cutoff: 580 eV
density cutoff ratio: 5
exchange-correlation grid ratio: 1
k mesh: 1 x 1 x 1, Gamma-centred
self-consistency stop: 5e-08 eV per atom in the density residual
occupations: fixed
spin: none
net charge: +1 e, with a uniform compensating background and no finite-size correction

Cell vectors (angstrom)
a	10.938	0	0
b	0	10.938	0
c	0	0	31.9494

Atoms and the computed forces on them: element, x, y, z (angstrom), force x, y, z (eV/angstrom)
Si	10.6254	0.0012	24.4165	0.0175	0.0036	0.0025
Si	5.0767	0.1272	24.6731	0.0007	-0.0068	0.0069
Si	2.8292	2.295	24.5273	-0.0103	-0.003	0.001
Si	8.5686	2.43	24.5628	-0.0024	0.0049	0.0038
Si	10.7043	5.5882	24.3385	-0.0052	-0.0141	0.0105
Si	5.1576	5.6141	24.4467	0.0117	0.0049	0.0103
Si	2.9913	7.9498	24.4066	-0.0008	0.0106	0.0166
Si	8.4174	7.8268	24.4164	-0.009	-0.0039	0.0028
Si	1.2921	1.1345	25.8328	-0.0034	-0.0046	0.0012
Si	6.8157	1.3278	25.7463	0.0064	-0.0019	-0.0053
Si	3.9872	4.0104	25.7304	-0.0032	0.0052	-0.0005
Si	9.6827	4.0201	25.8507	0.0039	0.0028	-0.0001
Si	1.3373	6.7932	25.6682	0.0102	0.0016	-0.0066
Si	6.8024	6.7206	25.7504	-0.0024	0.0003	0.0057
Si	3.9984	9.4656	25.9581	0.0061	-0.0083	-0.0043
Si	9.482	9.4384	25.7975	0.0062	-0.0014	-0.0022
Si	2.6302	-0.1341	27.2889	-0.0072	0.0034	-0.0027
Si	8.1404	-0.0712	27.1466	-0.014	-0.0049	0.0046
Si	0.0737	2.6507	27.2108	0.0036	0.0023	-0.0031
Si	5.4494	2.7197	27.1142	0.0044	0.0044	0.0021
Si	2.6648	5.4141	27.1088	-0.0025	-0.0079	-0.0012
Si	8.1875	5.3661	27.1365	-0.0016	0.0029	-0.0102
Si	0.0091	8.1497	27.1309	-0.0096	-0.0032	-0.0017
Si	5.5075	8.1376	27.1846	-0.0003	-0.0036	-0.0087
Si	4.0834	1.3241	28.4967	-0.0071	-0.0037	0.0027
Si	9.5424	1.3117	28.5087	0.0036	0.0047	0.0003
Si	1.3858	4.0629	28.5648	-0.0052	0.0005	-0.0005
Si	6.8043	4.0578	28.5276	-0.004	-0.0017	-0.0021
Si	4.077	6.7724	28.4923	0.0011	0.0066	-0.0033
Si	9.5562	6.7768	28.4833	-0.0019	0.0004	-0.0022
Si	1.2864	9.4774	28.6292	0.0066	0.0056	0.0026
Si	6.8216	9.5324	28.565	0.0022	0.0027	-0.0016
Si	-0.0471	-0.0251	29.9364	-0.0081	-0.0046	0.0017
Si	5.4465	-0.0179	29.8987	0.005	0.0009	0.0002
Si	2.7671	2.7098	29.902	0.0052	0.0024	-0.0008
Si	8.1826	2.6985	29.8779	0.0001	-0.0057	0.0026
Si	-0.0205	5.4354	29.8922	0.0068	-0.0016	-0.0001
Si	5.4521	5.4437	29.8923	-0.0031	-0.0039	0.002
Si	2.7315	8.1405	29.9118	-0.0022	-0.0089	0.0021
Si	8.2198	8.1687	29.884	0.0023	0.0031	-0.0009
Si	1.3639	1.3702	31.2564	0.0035	-0.0003	-0.0019
Si	6.8187	1.3615	31.2633	-0.0007	0.0006	0.0006
Si	4.1098	4.0805	31.281	0	-0.0013	0.0014
Si	9.5422	4.0793	31.2556	-0.001	0.0015	-0.0021
Si	1.3502	6.8051	31.2761	0.0006	0.0016	-0.0008
Si	6.8239	6.838	31.2488	0.002	-0.0011	-0.0005
Si	4.0815	9.5559	31.2652	-0.0012	0.0046	-0.0022
Si	9.5452	9.5397	31.294	0.0016	0.0005	-0.0001
Si	2.7335	0.0137	0.6826	-0.0002	-0.0026	0.0027
Si	8.1927	0.009	0.6778	-0.0011	-0.0001	-0.0006
Si	0.0027	2.7478	0.6813	-0.0027	-0.0006	0.0014
Si	5.4805	2.742	0.7105	-0.0001	-0.0006	-0.0002
Si	2.7327	5.4568	0.6833	0.0001	-0.0001	-0.0007
Si	8.2008	5.4875	0.6711	-0.0026	-0.0021	0.0039
Si	0.0104	8.2062	0.7106	0.0007	-0.0002	0.0008
Si	5.4745	8.221	0.6888	-0.0003	-0.0022	0.0011
Si	4.0975	1.3818	2.071	-0.0011	0.0014	0.0016
Si	9.5936	1.3567	2.0369	-0.0032	-0.0001	-0.0007
Si	1.3475	4.1399	2.0626	0.0029	0.0024	0.0021
Si	6.8375	4.1511	2.0526	-0.0013	0.0037	-0.0023
Si	4.0879	6.8517	2.037	-0.0035	-0.0022	-0.0002
Si	9.5709	6.8421	2.0705	-0.0006	0.0028	0.0008
Si	1.3666	9.6161	2.0656	-0.0018	0.0009	-0.0029
Si	6.8279	9.6232	2.0558	-0.0006	0.0069	0.002
Si	0.0186	0.0377	3.4754	0.0022	-0.0044	0.004
Si	5.4761	0.0387	3.461	0	-0.0004	-0.0053
Si	2.7068	2.7687	3.4054	0.0027	-0.0004	-0.0015
Si	8.2517	2.7791	3.344	-0.0039	-0.0057	0.0015
Si	0.0179	5.5162	3.48	-0.0047	-0.0032	-0.0009
Si	5.4644	5.529	3.4272	0.0033	-0.0027	-0.0014
Si	2.7333	8.2405	3.3984	-0.0006	0.0031	0.0028
Si	8.234	8.2865	3.3908	-0.0026	-0.0117	-0.0005
Si	1.3684	1.4538	4.847	0.003	0.0003	0.0037
Si	6.9044	1.474	4.7319	0.0068	0.0078	-0.0026
Si	4.05	4.1556	4.7537	-0.0056	-0.0035	0
Si	9.5923	4.0778	4.7852	0.0057	0.0005	0.002
Si	1.3557	6.9773	4.8405	0.0099	0.0013	0.0054
Si	6.8312	6.9865	4.7332	0.0012	0.0137	-0.003
Si	4.0874	9.5725	4.7943	-0.0013	-0.0073	0.0022
Si	9.6121	9.5792	4.845	-0.0005	0.0092	0.0029
Si	2.7486	0.0338	6.1416	-0.0028	0.0024	-0.0048
Si	8.2871	0.1195	6.103	0.0028	-0.0044	0.0039
Si	0.0126	2.7984	6.3076	-0.0045	-0.0046	0.0014
Si	5.5	2.8361	6.0643	0.0006	0.002	0.0017
Si	2.7427	5.5956	6.1337	-0.0013	0.0037	-0.0011
Si	8.2435	5.5929	5.9618	0.0031	-0.0026	0.0037
Si	0.0374	8.3054	6.3748	-0.0049	-0.009	-0.001
Si	5.4925	8.3013	6.2245	-0.0013	-0.0026	0.0008
Si	4.4167	1.1791	7.3255	-0.0012	0.0029	0.0031
Si	9.8113	1.1502	7.6235	-0.009	0.0086	-0.0084
Si	1.1685	4.5084	7.4987	0.004	-0.0039	-0.0012
Si	6.6213	4.5404	7.2414	-0.0024	-0.0068	-0.0003
Si	4.3134	6.7042	7.5351	-0.0045	0.0087	-0.0062
Si	9.7188	6.6089	7.5029	-0.0031	0.0055	-0.0016
Si	1.2696	9.9408	7.7007	0.0047	0.0004	0.0093
Si	6.7078	9.9634	7.4168	0.0057	-0.0066	-0.0032
O	9.5847	1.2374	23.9674	-0.0045	-0.0019	-0.0011
O	4.1081	6.8032	23.9319	-0.0054	-0.0063	-0.0105
O	4.0146	1.2364	24.025	0.0035	0.0043	-0.0037
O	9.5334	6.6967	23.8841	0.0022	0.0035	-0.0054
O	-0.0369	5.5427	8.0272	0.0015	0.0058	0.0009
O	5.5605	0.1251	7.9216	-0.0033	0.0026	0.0015
O	0.0667	0.09	8.1616	0.0037	-0.0055	0.0014
O	5.5155	5.606	7.8887	0.0013	-0.0046	0.0025
O	7.552	3.9473	8.4528	-0.0048	0.0042	-0.0058
O	8.711	7.0365	8.7728	0.0041	-0.0062	-0.005
O	2.17	9.459	9.0513	-0.0102	0.0043	-0.0092
O	8.9024	1.6824	8.9395	0.0043	-0.0057	-0.0007
O	7.5786	9.4631	8.739	-0.0037	0.0043	-0.0047
O	3.6149	1.8179	8.6153	0.0016	-0.0057	-0.0049
O	3.5813	7.2188	8.9562	0.001	-0.0066	-0.003
O	2.0651	4.0198	8.8173	-0.0055	0.0021	-0.002
O	8.1378	3.4689	23.3388	0.005	-0.0035	0.0041
O	0.4436	4.9282	22.9457	-0.002	0.0076	0.0032
O	1.9383	2.746	23.2095	0.0065	-0.0017	0.0047
O	5.8316	4.9125	23.1007	-0.0037	0.0025	0.0013
O	5.5311	10.0011	23.5004	-0.0052	0.0048	0.0055
O	2.4534	8.6872	23.0113	0.0044	-0.005	0.0017
O	0.1917	10.0733	23.0681	-0.0091	0.0044	0.0063
O	7.7855	8.5636	23.0614	0.0038	-0.0026	0.0025
Si	8.6718	7.7042	18.4373	0.0015	0	0.0059
Si	8.7996	6.3693	13.6533	-0.0021	-0.0011	-0.0057
Si	3.8108	1.5341	14.7077	0.0031	0.0013	0.0019
Si	2.132	5.7377	17.6412	0.0115	0.0058	0.0098
Si	2.4335	3.1275	19.5047	0.0038	-0.0002	-0.0042
Si	9.7931	9.0351	12.0876	0	0.0021	0.0018
Si	1.3394	9.4212	22.0833	-0.0012	-0.0004	-0.0176
Si	9.1863	0.9831	13.1799	0.0003	-0.0001	-0.0031
Si	1.4142	5.0747	13.0123	-0.0007	0.0014	-0.0062
Si	1.7813	8.2662	12.8202	-0.0001	0.0019	0.0024
Si	6.6595	9.5614	22.4382	-0.0042	-0.0005	-0.0151
P	4.5561	4.5775	15.6926	-0.0148	0.0079	0.0005
Si	8.2026	3.0162	9.5809	0.0031	0.0034	0.0148
Si	0.8513	8.2526	19.2631	0.001	-0.0066	0.0002
Si	6.9662	1.347	21.0914	0.0015	0.002	-0.0036
Si	8.2044	8.2975	9.6798	-0.0007	0.0021	0.0163
Si	10.9154	5.2097	15.5878	0.0013	0.0009	0.0042
Si	7.5887	9.5208	16.3242	0.0001	0.0023	0.0013
Si	9.9392	2.0553	20.2981	-0.0002	-0.0019	-0.0034
Si	3.1992	8.5033	9.9143	0.0064	-0.0007	0.0201
Si	6.6984	3.3421	17.4256	-0.0019	0.004	-0.0051
Si	1.1762	0.2049	19.7949	0	0.0001	0.0025
Si	3.23	2.8541	12.2865	0.0002	0.0013	-0.0004
Si	7.2197	5.4188	19.6938	-0.004	0.0051	-0.0041
Si	5.7393	8.6576	11.5641	-0.0004	0.0021	0.0032
Si	5.8304	6.063	13.1998	-0.0035	-0.0004	0.0021
Si	4.6524	9.716	17.6204	-0.0003	-0.0006	-0.0005
Si	1.0248	3.6003	22.1793	-0.0011	-0.0059	-0.0168
Si	4.9087	1.4792	18.8108	-0.0045	0.0027	0.002
Si	3.1882	3.0849	9.5107	0.0053	0.0035	0.0151
Si	6.4775	10.8334	13.7844	-0.0016	0.0022	-0.0006
Si	10.3579	0.147	15.9621	0.0012	-0.0016	0.0023
Si	5.6667	3.6319	11.1585	-0.0032	0.0067	0.004
Si	9.8434	3.9195	11.8915	0.0024	0.0015	0.0032
Si	2.3551	9.9454	15.5442	0.0001	0.0024	0.0041
Si	6.092	8.1473	19.8047	0.0019	-0.0052	-0.0024
Si	6.9302	3.9649	22.3749	0.0017	-0.0012	-0.0137
Si	9.7686	2.8145	17.3709	-0.0013	-0.003	0.0012
O	7.2021	6.3327	14.0338	0.0022	0.0008	0.003
O	1.9058	7.0424	18.6609	-0.0073	0.0086	-0.0006
O	10.3213	4.0932	16.5694	-0.001	-0.0002	0.0005
O	6.1831	9.9872	17.0524	-0.0001	0.0018	-0.0007
O	10.1569	0.7142	14.4548	-0.002	0.0012	-0.0015
O	8.4474	6.1217	18.8482	-0.0015	-0.003	-0.0034
O	5.2023	0.7393	14.4297	0.0053	-0.005	0.0001
O	5.696	2.0797	17.5018	-0.0018	-0.0037	0.0032
O	8.3524	1.9435	20.5242	-0.0055	-0.0031	-0.0011
O	2.0742	4.2824	18.3611	-0.0029	-0.016	0.0059
O	6.9736	2.7859	10.6706	0.0074	-0.0024	-0.0023
O	4.8648	2.7143	12.2511	0.0024	0.0009	0.0015
O	5.9862	4.384	16.2941	0	-0.0031	0.0027
O	4.5569	3.916	9.9709	-0.0062	-0.0015	-0.0031
O	10.7056	2.7563	21.5495	0.0068	0.0063	0.0052
O	9.7489	6.183	14.9851	-0.0007	0.0015	-0.0008
O	6.0161	6.5116	19.8489	0.0005	0.0002	-0.0031
O	4.0904	0.1782	18.2729	0.0008	0.0031	-0.0024
O	9.2511	10.5652	12.2693	0.0009	-0.0043	0.0029
O	2.8636	4.3993	12.7097	0.0024	-0.0024	0.0049
O	1.9189	10.6977	21.1943	0.001	-0.0045	0.0047
O	4.0142	2.7168	19.4026	-0.0001	-0.0002	-0.0039
O	0.7502	10.0869	15.9664	-0.0012	-0.0001	0.0001
O	1.2913	9.7987	18.8174	0.0003	0.0032	-0.0016
O	1.7306	1.6593	19.2514	-0.0015	-0.0038	-0.0034
O	8.9574	10.4147	16.5051	-0.0001	-0.0001	-0.0014
O	4.8933	8.5815	18.7706	0.0044	-0.0016	0.0012
O	9.5491	8.7336	10.5086	-0.0046	-0.003	-0.0067
O	6.6946	4.1551	18.8091	0.0031	0.0043	0.0035
O	2.8274	1.794	13.4406	-0.0006	0.0051	-0.0029
O	5.8312	8.81	21.2504	0.0042	0.007	0.0108
O	2.5311	2.4619	10.8852	-0.0005	0.0012	-0.0094
O	7.6171	4.8271	21.1505	-0.001	-0.0071	0.0104
O	5.2174	7.4629	12.6163	0.0003	0.0077	-0.0018
O	0.406	9.0628	12.5301	-0.0018	-0.0003	0.0031
O	7.5926	1.08	13.5685	0.0018	0.0009	0.0028
O	7.1246	9.6589	14.7529	0.0002	0.0009	0.0004
O	8.9944	5.0481	12.7167	0.0026	-0.0045	0.0004
O	8.1074	8.0529	16.906	0.0013	-0.0017	0.0015
O	6.2078	2.5737	21.8688	0.0007	0.0042	-0.0004
O	2.46	9.0992	14.106	-0.0005	-0.0042	-0.0049
O	0.4271	4.5194	11.8423	-0.0041	-0.0015	0.0021
O	0.8292	8.3129	20.921	0.0022	0.0067	0.0099
O	9.3631	3.8586	10.3514	-0.0072	-0.0035	-0.0063
O	9.6734	2.4069	12.53	0	0.0045	0.0011
O	7.6407	8.5743	19.3864	-0.0037	0.0006	-0.0039
O	2.5309	8.1577	11.3779	0.0062	0.0009	-0.0121
O	3.9963	3.1398	15.3801	0.0051	0.0015	0.0001
O	0.8189	4.4662	14.4112	0.0008	0.0018	0.0013
O	10.0537	3.0133	18.9596	0.0009	-0.0029	0.0024
O	9.1046	7.8269	12.9818	0.001	0.005	0.0008
O	10.5222	0.5395	20.0407	-0.0012	0.0029	-0.0042
O	6.0341	5.0144	11.9737	0.001	-0.009	-0.0063
O	8.159	2.8118	16.9874	0.0044	-0.0012	0.0013
O	3.6284	5.3955	16.6515	0.0055	-0.0027	-0.0036
O	4.646	9.1148	10.4313	-0.0078	-0.0002	-0.0032
O	1.5273	6.6891	13.2249	0.0006	0.0018	0.0042
O	4.7721	5.425	14.4019	0.009	0.0041	-0.0066
O	2.0214	3.8751	20.8897	-0.0055	0.0031	0.0086
O	10.5486	1.4557	16.9223	0.0009	0.0033	-0.0012
O	1.0517	6.0618	16.482	-0.0076	-0.0014	-0.0077
O	7.3526	10.9537	21.9316	0.0003	-0.0062	0.0009
O	5.9735	0.908	19.8831	0.0077	-0.0001	0.0035
O	6.0541	10.0206	12.4309	-0.0019	-0.0067	-0.0025
O	2.8802	0.5771	15.6143	-0.0006	-0.0054	-0.0002
O	7.0403	7.9886	10.8134	0.0079	-0.0008	-0.0036
O	10.2692	7.9939	18.6644	-0.0003	0.0012	-0.0051
O	3.4651	9.2146	16.5634	0.0019	0.0005	0.0006

Results
free energy: -137630.100 eV
free energy less fixed offsets of O -568.88, P -755.39, Si -635.61 eV per atom: -1.620 eV

The program warned: the cutoff lies below the one the program advises for these potential files; the forces do not sum to zero within the program's tolerance; the exchange-correlation potential is rough where the density is thin.
